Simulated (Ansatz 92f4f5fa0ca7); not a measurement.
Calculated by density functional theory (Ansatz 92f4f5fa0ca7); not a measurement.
Periodic cell of 227 atoms, Si134O92H1, from a study of silicon, its oxide and their interface. The atomic structure is a simulated model.
Doubt: the cutoff is far below the 930 eV that the study's wrapper takes by default for these files, so forces and energies are approximate.
This geometry differs little from another in the collection (a relaxation step or a small displacement).

Settings: functional PBE; potential files Ansatz PAW; basis plane waves; wave-function cutoff 580 eV; density cutoff ratio 5; exchange-correlation grid ratio 1; k mesh 1 x 1 x 1, Gamma-centred; self-consistency stop 5e-08 eV per atom in the density residual; occupations fixed; spin none; net charge +1 e, with a uniform compensating background and no finite-size correction.

Cell vectors (angstrom)
a  10.938  0  0
b  0  10.938  0
c  0  0  32.9883

Atoms and the computed forces on them: element, x, y, z (angstrom), force x, y, z (eV/angstrom)
Si  -0.1685  0.187  25.4626  0.0005  -0.0008  0.0102
Si  5.8363  -0.3154  25.5453  0.0009  -0.0018  0.0086
Si  2.5306  2.9724  25.5997  0  -0.0022  0.0037
Si  8.5685  2.4366  25.6379  0.0015  -0.0038  0.0119
Si  0.258  5.0997  25.7209  -0.0074  0.0035  -0.0159
Si  5.2182  5.6758  25.4601  0.0043  -0.0024  0.0016
Si  2.9682  7.9257  25.3208  0  0.0011  -0.0091
Si  8.0772  8.3907  25.3821  -0.0003  -0.0042  0.0101
Si  1.4064  1.3139  26.8368  -0.0009  -0.0008  -0.0032
Si  6.9136  1.2982  26.8731  0.0005  -0.0003  0.0014
Si  4.1126  4.1373  26.8754  0.004  -0.0027  -0.0034
Si  9.6509  3.9759  27.0335  -0.0005  -0.0011  -0.0007
Si  1.4336  6.8231  26.7936  -0.0051  0.0029  -0.0028
Si  6.8764  6.8157  26.7337  0.0025  0.0006  -0.0029
Si  4.1455  9.4768  26.7441  -0.0008  0.0049  0.0004
Si  9.6062  9.5427  26.7841  -0.0021  0.0013  -0.0003
Si  2.7944  -0.0638  28.1589  0.0009  -0.0007  -0.0013
Si  8.2611  -0.0527  28.2324  0.0022  0.0002  -0.0057
Si  0.0885  2.6298  28.3017  -0.0021  -0.0027  -0.0033
Si  5.4979  2.7126  28.1802  0.0004  0.0007  -0.0009
Si  2.7463  5.4794  28.2367  0.0038  0.0002  0.0031
Si  8.2115  5.4507  28.1866  -0.0015  0.0024  -0.002
Si  0.0317  8.1802  28.1613  -0.0016  0.0015  -0.0013
Si  5.507  8.1565  28.1777  0.0026  -0.0022  -0.0013
Si  4.1018  1.3673  29.57  0.092  -0.1268  -0.2775
Si  9.5708  1.3673  29.57  0.0876  -0.4371  0.5763
Si  1.3673  4.1018  29.57  0.2543  0.0203  0.3843
Si  6.8362  4.1018  29.57  -0.0227  -0.0119  -0.0996
Si  4.1018  6.8362  29.57  0.224  0.0432  0.1691
Si  9.5708  6.8362  29.57  0.057  0.0108  -0.2673
Si  1.3673  9.5708  29.57  0.1019  -0.0868  -0.2721
Si  6.8362  9.5708  29.57  0.0062  -0.1959  -0.0024
Si  0  0  30.9373  -0.1241  0.0649  0.038
Si  5.469  0  30.9373  0.0121  -0.0053  -0.0251
Si  2.7345  2.7345  30.9373  -0.0277  0.1361  0.0151
Si  8.2035  2.7345  30.9373  0.0111  0.0295  -0.0381
Si  0  5.469  30.9373  -0.061  -0.0536  -0.0199
Si  5.469  5.469  30.9373  -0.067  0.0197  -0.003
Si  2.7345  8.2035  30.9373  0.0529  0.0395  -0.0222
Si  8.2035  8.2035  30.9373  -0.0722  0.0393  -0.006
Si  1.3673  1.3673  32.3045  0.0345  -0.0623  -0.0215
Si  6.8362  1.3673  32.3045  0.0289  0.0208  -0.0166
Si  4.1018  4.1018  32.3045  0.0831  -0.0687  -0.0066
Si  9.5708  4.1018  32.3045  0.0024  0  -0.0243
Si  1.3673  6.8362  32.3045  0.0139  -0.0177  -0.0228
Si  6.8362  6.8362  32.3045  0.0584  -0.0548  -0.0208
Si  4.1018  9.5708  32.3045  -0.0293  -0.0124  -0.0159
Si  9.5708  9.5708  32.3045  0.0849  -0.0616  -0.0104
Si  2.7345  0  0.6835  -0.0015  0.0285  0.0152
Si  8.2035  0  0.6835  -0.068  0.0078  0.0114
Si  0  2.7345  0.6835  -0.0574  0.0553  0.0072
Si  5.469  2.7345  0.6835  -0.0132  0.0653  0.0316
Si  2.7345  5.469  0.6835  -0.0286  0.0142  0.0172
Si  8.2035  5.469  0.6835  -0.0295  -0.0057  0.0277
Si  0  8.2035  0.6835  -0.0921  0.0239  0.0289
Si  5.469  8.2035  0.6835  -0.0228  0.052  0.0056
Si  4.1018  1.3673  2.0507  -0.0287  -0.0909  0.0072
Si  9.5708  1.3673  2.0507  0.096  0.0396  0.0496
Si  1.3673  4.1018  2.0507  -0.0383  -0.0543  0.0554
Si  6.8362  4.1018  2.0507  0.0132  -0.0637  -0.0499
Si  4.1018  6.8362  2.0507  0.0556  -0.07  0.0177
Si  9.5708  6.8362  2.0507  0.0037  -0.0228  -0.0068
Si  1.3673  9.5708  2.0507  0.0767  0.0018  -0.0064
Si  6.8362  9.5708  2.0507  0.0974  -0.0824  0.0029
Si  0  0  3.418  0.1918  0.1175  0.1085
Si  5.469  0  3.418  -0.3519  0.0266  0.3875
Si  2.7345  2.7345  3.418  -0.1838  -0.2745  0.0896
Si  8.2035  2.7345  3.418  -0.3171  0.0589  -0.0561
Si  0  5.469  3.418  0.056  0.199  -0.1296
Si  5.469  5.469  3.418  -0.011  -0.0047  -0.4106
Si  2.7345  8.2035  3.418  -0.0599  0.4718  0.2446
Si  8.2035  8.2035  3.418  -0.0926  0.3099  -0.428
Si  1.3949  1.3405  4.8897  0  -0.0004  -0.004
Si  6.7814  1.4088  4.8003  0.001  -0.0042  -0.0025
Si  4.1024  4.088  4.7412  -0.0071  -0.0062  0.0029
Si  9.509  4.1722  4.7403  0.0004  0.004  0.0015
Si  1.3141  6.9038  4.779  -0.0089  -0.0025  -0.0005
Si  6.7678  6.9074  4.7144  -0.0004  0.0058  0.002
Si  4.0206  9.6383  4.8872  0.0026  -0.0009  0.0041
Si  9.5357  9.6087  4.7529  -0.005  0.0034  -0.0044
Si  2.7157  0.0063  6.5244  -0.0014  -0.0076  -0.0047
Si  8.1178  -0.0008  6.1162  0.0035  -0.0004  0.012
Si  -0.2078  2.7219  6.104  0.0149  0.0073  0.0142
Si  5.3995  2.7556  6.2057  -0.0014  0.0028  0.0022
Si  2.7494  5.5446  6.0505  0.0084  -0.0009  0.0151
Si  8.152  5.586  6.0324  -0.0002  -0.003  -0.0004
Si  -0.057  8.273  6.1564  0.0068  -0.0002  -0.0005
Si  5.3791  8.1839  6.1431  0.0032  -0.0009  0.0015
Si  3.8597  1.7993  7.7808  0.0041  0.0062  0.0034
Si  9.594  1.1879  7.502  -0.0153  0.0059  -0.0167
Si  1.6109  3.7927  6.9933  -0.029  0.0087  -0.0302
Si  6.5985  4.4398  7.3046  0.0038  0.0057  0.0036
Si  4.306  6.5725  7.5084  -0.0003  0.0028  -0.0182
Si  9.2679  7.1285  7.4207  -0.0078  -0.013  0.0091
Si  0.8512  9.8352  7.6804  0.0067  0.0004  -0.0016
Si  6.9898  9.319  7.3833  -0.0052  0.0042  -0.0158
O  5.461  5.4734  7.9351  0.001  -0.01  0.0012
O  -0.0843  0.2343  7.8927  0.0052  -0.01  0.004
O  2.564  2.8701  7.9231  0.0159  -0.0103  0.0232
O  8.1574  8.2584  7.8564  0.0111  0.0063  0.0031
O  2.2519  8.5355  23.9412  0.0002  -0.0005  0.0012
O  8.1002  5.4864  22.9228  0.0007  0  0.0003
O  6.934  9.52  24.9495  -0.0005  -0.0031  -0.0052
O  1.3747  4.0471  25.0835  -0.0031  0.0052  0.0087
O  6.3232  9.9525  8.7338  -0.0021  0.0019  0.0038
O  -0.7691  3.9909  9.0558  -0.0028  -0.0064  -0.0016
O  0.6525  9.137  9.1603  -0.0014  -0.0001  -0.0004
O  7.5062  3.8706  8.5305  -0.0109  0.0054  -0.0105
O  9.8061  6.5623  8.8668  -0.0096  0.0184  -0.0161
O  4.4512  1.79  9.326  -0.0022  -0.0022  -0.0062
O  3.566  7.1241  8.8707  -0.0027  0.0021  0.0078
O  8.9384  1.7205  8.9483  -0.0042  0.004  0.0086
O  5.2263  0.4914  24.2619  0  0.0033  -0.0047
O  7.9832  3.2495  24.3605  -0.0041  0.0048  -0.0066
O  11.6876  6.6408  19.8366  -0.0002  -0.0002  -0.0007
O  5.8637  4.8509  24.1908  -0.0017  0.0001  -0.0014
O  8.8095  7.7985  24.0001  0.0054  -0.0077  -0.0049
O  3.2765  2.3578  24.2768  -0.003  0.006  -0.0015
O  4.1115  6.79  24.8873  -0.0022  0.0007  0.0067
O  11.3842  -0.4557  24.0705  0.0026  -0.0021  -0.0032
Si  11.6555  8.9523  10.7883  0.0005  -0.0018  0.0006
Si  6.9277  15.2138  11.6281  0.0032  -0.001  -0.001
Si  8.1795  11.3568  15.1242  0.0008  -0.0003  -0.0007
Si  2.044  13.1038  19.3677  0.0002  -0.0006  -0.0006
Si  4.6095  13.4884  10.7959  -0.0005  0.0007  0.0017
Si  1.6819  -2.3964  17.6439  0.0002  -0.0003  -0.001
Si  4.9507  1.4325  18.8368  0.0004  -0.0001  -0.0002
Si  0.7931  -0.6414  20.1378  0.0006  -0.0013  0.0006
Si  -0.8904  7.6808  13.0537  -0.0002  -0.0015  0.0006
Si  -3.2558  -1.9437  16.6298  0.0001  -0.0005  -0.0014
Si  9.1166  2.4726  16.7202  0.0002  -0.0006  -0.0011
Si  8.7134  3.2856  9.4244  0.0258  -0.0004  -0.0029
Si  6.4909  9.8226  10.3607  -0.0038  -0.0037  -0.0006
Si  10.6882  5.4483  9.6385  0.0152  -0.0231  -0.0189
Si  1.6285  8.9951  14.556  -0.0003  -0.0004  -0.0005
Si  3.9854  12.0867  23.4506  0.0031  -0.0013  -0.0039
Si  5.3317  3.0178  21.4136  -0.0004  -0.0009  0.0002
Si  -3.8918  7.4411  12.1472  0.0003  -0.0004  0.001
Si  -1.9658  -1.8789  19.2286  0.0004  -0.0004  -0.0008
Si  11.381  5.6547  21.0982  -0.0001  0.0002  0.0007
Si  6.3001  2.2929  16.0657  0.0004  -0.0007  -0.0004
Si  16.3787  4.3501  14.217  0.0008  0.0009  -0.0012
Si  -0.121  4.8673  12.7078  -0.0012  -0.002  0.0001
Si  10.273  2.2136  13.9959  0.0001  0.0002  -0.0009
Si  1.683  9.888  23.1673  -0.0013  -0.0013  0.0014
Si  2.9948  4.5387  12.1911  0.0013  0.0005  -0.0009
Si  5.8652  6.8795  16.0698  -0.0001  0.0001  -0.0008
Si  -4.8983  9.4881  19.0521  -0.0002  -0.0002  -0.0008
Si  10.5822  6.7485  18.6345  0.0001  -0.0003  -0.0006
Si  4.2539  6.99  18.662  -0.0004  -0.0008  -0.0009
Si  -0.3039  3.8587  18.8202  0.0001  -0.0002  -0.0005
Si  4.4674  0.0578  12.1774  0.0005  -0.0007  0.001
Si  12.3863  11.2728  12.6943  -0.0003  0.0006  0
Si  2.5604  6.6972  10.0934  -0.0025  -0.0026  -0.0024
Si  7.1613  4.2494  23.3933  0.0012  0.001  0.0001
Si  9.3751  6.3781  23.3797  0.003  0.0015  0.0065
Si  4.5657  -2.3993  13.9092  0.0007  -0.0007  -0.0001
Si  3.1781  4.7776  20.8149  -0.0001  0.0003  0.0006
O  8.9485  -1.6504  17.6063  -0.0001  -0.0005  0.0006
O  -4.5835  9.5416  17.4389  0.0002  -0.0003  -0.0001
O  11.5877  1.6819  13.1492  0.0001  -0.0004  -0.0003
O  10.3839  6.1635  13.5652  0  0.0019  0.0028
O  3.7205  5.8077  19.6593  0.0001  0.0003  -0.0005
O  12.2764  5.793  9.3832  -0.0036  0.0039  0.0003
O  7.5519  10.9213  10.9225  0.0235  0.0085  -0.0062
O  -3.5364  -3.5265  16.3224  0.0006  -0.0001  0.0002
O  5.6574  3.8013  10.6996  0.0006  0.0007  -0.0013
O  14.9797  4.6103  13.4253  0.0005  -0.0002  -0.0001
O  -1.2901  1.3299  25.0369  0.0013  0.0008  -0.008
O  5.0062  8.1292  15.4239  -0.0001  -0.0005  0.0004
O  8.8248  11.804  16.5783  -0.0002  -0.0001  0.0008
O  2.9253  8.2087  13.8512  0.0002  -0.0003  0
O  4.981  10.0362  10.9577  -0.002  0.0008  -0.0001
O  1.9372  5.3831  21.7166  0.0009  -0.0005  -0.0003
O  13.0127  8.0307  10.8971  0.0022  0.0003  0.0001
O  1.2056  -1.2776  21.6126  -0.0006  -0.0004  -0.0022
O  1.061  3.0488  18.3968  -0.0004  0  0.0001
O  5.4989  2.6082  19.844  0.0002  -0.0008  -0.0005
O  2.9587  7.6061  17.9238  0  -0.0004  0.0004
O  1.8418  -1.7885  16.1535  0  -0.0006  0.0006
O  0.6676  10.3926  11.5471  -0.0002  0.0018  -0.0003
O  2.8955  0.015  23.1135  -0.003  -0.0034  -0.0018
O  3.1769  3.1875  11.278  0.0004  -0.001  -0.0008
O  0.3069  7.6771  17.4972  0.0004  -0.0002  0.0002
O  -0.6247  13.6595  15.5837  0  -0.0004  0.0011
O  -2.5424  7.8071  13.0449  0.0002  -0.0002  -0.0008
O  7.1383  5.8921  11.6046  0.0001  0.0007  -0.0008
O  5.0951  8.1895  19.4238  0.0001  -0.0003  0.0001
O  5.2013  6.365  17.4732  -0.0004  -0.0004  0.001
O  5.61  7.7117  12.923  -0.0002  0.0001  -0.0006
O  10.4032  5.3161  11.201  -0.0083  0.0031  0.0253
O  -0.5417  6.4651  22.1118  -0.0012  0.0002  0.0019
O  -1.7806  0.9966  13.9292  -0.0002  -0.0004  -0.0001
O  -0.5845  5.2593  18.0119  0  -0.0007  0.0003
O  7.9815  9.7447  15.1994  0.0001  -0.0003  0.0001
O  6.6253  3.8704  13.1798  -0.0004  -0.0007  0.0008
O  4.4939  4.4023  21.6859  0  -0.0004  -0.0001
O  8.2299  3.4823  10.9675  -0.0057  0.0023  0.0048
O  7.4847  9.371  19.8468  0  -0.0005  0.0005
O  10.468  8.0781  11.4968  -0.0024  -0.0021  -0.001
O  7.6715  14.1224  16.3458  0.0001  -0.0004  0.0001
O  1.6884  10.5437  14.1043  0.0006  -0.0009  0.0006
O  0.1203  8.5099  14.0705  0.0009  0.0002  0
O  9.9422  3.588  13.1773  0.0002  -0.0008  0.0006
O  14.2514  5.7963  11.1973  0.0011  -0.0023  0.0015
O  -3.9236  8.3409  10.7861  0.0007  -0.0006  0.0002
O  -0.2597  4.2831  20.4324  -0.0003  -0.0012  -0.0005
O  6.7007  12.0378  15.0141  0  -0.0002  0
O  13.8466  11.4361  12.0031  0.0006  -0.0002  -0.0009
O  16.1102  3.2059  15.3373  -0.0002  -0.0013  0.0004
O  6.7672  3.3486  22.0994  -0.0005  -0.0007  -0.0003
O  5.1948  12.4513  11.9298  0.0004  -0.0021  0.0002
O  5.2921  10.884  19.4385  0  -0.0003  0.0004
O  3.3291  1.5252  18.5976  -0.0001  -0.0002  0.0003
O  9.4653  2.8587  18.2646  0  -0.0003  0.0009
O  1.1782  11.9035  20.1063  0.0003  0.0004  0.0002
O  1.5797  9.628  18.8638  0.0002  -0.0005  -0.0004
O  10.243  5.6537  24.5276  0.0041  -0.0013  0.0005
O  5.9357  5.6839  14.9839  0.0005  -0.0007  -0.0007
O  4.5948  1.7321  22.0808  0.0009  0.0014  -0.0011
O  2.6334  14.2376  20.3726  -0.0002  -0.0012  -0.0002
O  -0.8163  20.9284  19.9349  -0.0007  -0.0006  0.0003
O  4.7297  -0.7856  13.5596  -0.0002  0  -0.0003
O  5.6925  1.6627  17.4202  0  -0.0003  -0.0001
O  1.4825  4.591  12.781  0.0005  -0.0008  0.0014
O  9.2713  7.4396  19.334  0.0005  0.0001  0.0002
H  8.0423  11.4757  10.2903  -0.0178  -0.005  0.0066

Results
free energy: -137526.738 eV
free energy less fixed offsets of H -15.97, O -568.88, Si -635.61 eV per atom: -2.068 eV

The program warned: the cutoff lies below the one the program advises for these potential files; the exchange-correlation potential is rough where the density is thin.
